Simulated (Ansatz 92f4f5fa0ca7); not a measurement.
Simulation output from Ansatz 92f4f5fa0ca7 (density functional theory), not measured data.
Periodic cell of 256 atoms, Si144O112, from a study of silicon, its oxide and their interface. The atomic structure is a simulated model.

Settings
functional: r2SCAN
potential files: Ansatz PAW
basis: plane waves
wave-function cutoff: 800 eV
density cutoff ratio: 5
exchange-correlation grid ratio: 1
k mesh: 1 x 1 x 1, shifted by 0.5 0.5 0 of a step
self-consistency stop: 1e-10 eV per atom in the density residual
occupations: fixed
spin: none
net charge: 0

Cell vectors (angstrom)
a, 10.888, 0, 0
b, 0, 10.888, 0
c, 0, 0, 36.3781

Atoms and the computed forces on them: element, x, y, z (angstrom), force x, y, z (eV/angstrom)
Si, -0.1213, 0.1045, -0.1121, 0.0093, -0.0454, 0.1604
Si, 2.5662, 2.9353, 0.2668, -0.0661, 0.0128, 0.14
Si, 0.3205, 5.1275, -0.1765, -0.0016, 0.0077, 0.1948
Si, 3.2331, 7.6714, -0.0751, -0.0339, 0.029, 0.2338
Si, 5.7382, -0.2295, 0.1832, -0.0051, -0.0797, 0.1471
Si, 7.4921, 3.1965, 0.0355, 0.0265, 0.0607, 0.1727
Si, 5.3677, 5.4586, 0.4046, -0.0059, 0.0145, 0.1463
Si, 7.8448, 8.3233, 0.0433, 0.01, 0.0719, 0.2154
Si, 1.3018, 1.3095, 1.3497, 0.0201, 0.0114, -0.0126
Si, 3.9963, 4.0968, 1.6661, 0.0068, 0.0298, 0.0269
Si, 1.4134, 6.7644, 1.1757, -0.0163, 0.0044, -0.0083
Si, 4.1123, 9.4173, 1.3212, -0.0157, 0.0394, 0.0106
Si, 6.7309, 1.4566, 1.4574, -0.001, -0.0056, 0.0581
Si, 9.4279, 4.1343, 1.1295, 0.0292, -0.0168, -0.0059
Si, 6.8101, 6.8525, 1.5444, -0.0316, -0.0143, 0.009
Si, 9.4536, 9.5831, 1.2554, 0.0132, -0.0183, -0.0063
Si, -0.1171, 2.7395, 2.6145, 0.024, 0.0123, 0.0412
Si, 2.7043, -0.0772, 2.6539, 0.0013, 0.0066, 0.0321
Si, 0.0201, 8.181, 2.5368, 0.0031, 0.0066, 0.0361
Si, 2.6053, 5.5226, 2.8248, 0.0088, -0.0406, 0.0575
Si, 5.3805, 2.6856, 2.8876, -0.0209, -0.0025, 0.0386
Si, 8.1633, 0.062, 2.7229, -0.0126, -0.0132, 0.0367
Si, 5.425, 8.2053, 2.8427, 0.0266, 0.0027, 0.0512
Si, 8.2367, 5.4408, 2.7179, -0.0389, 0.0268, 0.0321
Si, 1.2434, 4.0841, 4.0637, 0.0326, 0.0051, -0.0222
Si, 4.0133, 1.2825, 4.1186, 0.0109, 0.0316, 0.0138
Si, 1.3413, 9.4859, 4.021, -0.0086, -0.0151, -0.0262
Si, 4.0408, 6.8367, 4.1555, -0.0078, 0.006, -0.0059
Si, 6.8352, 4.0829, 4.0989, -0.0114, -0.0168, -0.0244
Si, 9.5196, 1.3913, 4.0884, 0.0167, -0.0392, -0.0202
Si, 6.8056, 9.5928, 4.1156, -0.026, -0.0067, -0.0109
Si, 9.5885, 6.8328, 4.0199, -0.0175, 0.0249, -0.0127
Si, 0.0115, -0.0056, 5.3971, 0.0106, 0.0061, 0.0124
Si, 2.6618, 2.7177, 5.3986, 0.0062, -0.0231, 0.0194
Si, -0.0302, 5.4654, 5.4672, -0.0117, 0.0074, -0.0016
Si, 2.6783, 8.1896, 5.484, 0.0276, 0.0095, 0.0053
Si, 5.4243, 0.0037, 5.5001, -0.0011, -0.0024, 0.0077
Si, 8.1627, 2.7236, 5.482, -0.0184, 0.0058, 0.0099
Si, 5.4462, 5.4421, 5.4347, -0.011, -0.0013, 0.0184
Si, 8.1972, 8.1785, 5.3893, 0.0114, -0.0109, 0.0088
Si, 1.3619, 1.3521, 6.7815, 0.0081, 0.0193, -0.0057
Si, 4.0627, 4.0691, 6.7665, 0.0023, -0.004, 0.0171
Si, 1.3484, 6.8026, 6.842, -0.0005, -0.0161, 0.0162
Si, 4.0607, 9.5305, 6.8413, 0.0042, -0.0009, 0.008
Si, 6.7962, 1.3676, 6.8457, -0.0161, -0.0086, 0.0116
Si, 9.5123, 4.0968, 6.8359, 0.0178, 0.0018, 0.0172
Si, 6.8376, 6.801, 6.7583, -0.0208, 0.0183, 0.01
Si, 9.5436, 9.5219, 6.7733, -0.0065, 0.001, 0.0059
Si, 0.0274, 2.7164, 8.1447, -0.0376, 0.0041, -0.0118
Si, 2.7229, 0.0401, 8.1892, 0.0259, -0.0059, -0.0098
Si, -0.0067, 8.1861, 8.1888, 0.0242, -0.0069, -0.0258
Si, 2.7249, 5.4192, 8.1717, -0.009, 0.0452, -0.0043
Si, 5.4208, 2.746, 8.1708, 0.01, -0.0136, 0.0079
Si, 8.1916, -0.0253, 8.1575, -0.0074, -0.0048, -0.0071
Si, 5.4565, 8.1267, 8.1132, -0.0069, 0.0041, -0.0105
Si, 8.1578, 5.4634, 8.19, -0.0073, -0.0461, -0.0203
Si, 1.3616, 4.0618, 9.5508, 0.0143, 0.0031, -0.0018
Si, 4.0776, 1.4073, 9.5641, 0.0057, 0.019, -0.0179
Si, 1.3641, 9.5644, 9.537, -0.0206, -0.012, -0.0076
Si, 4.1245, 6.7755, 9.5007, -0.0089, -0.0449, 0.0027
Si, 6.797, 4.0832, 9.5392, 0.0044, 0.0443, -0.0034
Si, 9.5949, 1.3318, 9.4939, -0.0064, 0.0201, 0.0257
Si, 6.8044, 9.4705, 9.4701, 0.0005, -0.0115, -0.0109
Si, 9.5376, 6.8084, 9.5567, -0.0009, 0.0113, -0.0205
Si, 0.0346, 0.0236, 10.9593, 0.0421, -0.0093, -0.0162
Si, 2.7079, 2.7464, 10.9809, 0.0036, 0.0154, 0.0245
Si, 0.0105, 5.4309, 10.9207, -0.0325, -0.01, -0.004
Si, 2.7762, 8.1863, 10.8018, -0.0122, 0.0059, -0.0071
Si, 5.4857, -0.0165, 10.7964, 0.0023, 0.0116, 0.0049
Si, 8.2396, 2.7005, 10.7988, -0.0392, -0.0201, -0.0103
Si, 5.4277, 5.4156, 10.9327, -0.0139, -0.0235, 0.0059
Si, 8.1319, 8.1369, 10.8923, 0.0116, 0.0068, 0.0034
Si, 1.3646, 1.4109, 12.4052, -0.0065, -0.0382, -0.0212
Si, 4.0771, 4.0944, 12.3684, 0.0275, -0.0232, -0.0488
Si, 1.4714, 6.8242, 12.1725, -0.0317, 0.035, 0.0461
Si, 4.0991, 9.5724, 12.1567, 0.0507, -0.0301, -0.0377
Si, 6.9609, 1.2551, 12.0958, -0.0016, 0.0134, -0.015
Si, 9.5097, 4.0267, 12.2626, 0.0164, -0.0003, -0.0416
Si, 6.8098, 6.7447, 12.2866, -0.0056, 0.0349, -0.026
Si, 9.5033, 9.51, 12.2173, -0.006, -0.0019, -0.0292
Si, -0.0014, 2.8156, 13.785, -0.0248, 0.0533, 0.0021
Si, 2.8299, 0.0275, 13.6416, 0.0122, 0.0203, 0.0402
Si, -0.0965, 8.0103, 13.4448, -0.0285, -0.0719, -0.0921
Si, 2.7473, 5.583, 13.7442, 0.0101, -0.0238, 0.0211
Si, 5.5789, 2.558, 13.3825, -0.0401, 0.0209, -0.024
Si, 8.2897, 0.0303, 13.6631, 0.0075, -0.0043, 0.0133
Si, 5.4885, 8.2508, 13.4843, 0.0282, -0.0296, -0.0093
Si, 8.0791, 5.2894, 13.6765, 0.0411, 0.0183, -0.0021
Si, 0.8693, 4.7234, 14.9304, -0.0738, 0.0757, -0.1677
Si, 4.5817, 1.0233, 14.8104, -0.0308, -0.0211, -0.1426
Si, 1.8312, 9.5881, 15.2633, 0.0419, 0.0129, -0.1334
Si, 3.9639, 7.2996, 14.9399, -0.0285, -0.0271, -0.2041
Si, 6.9242, 3.6172, 14.9193, 0.0032, -0.0746, -0.1284
Si, 9.3468, 1.6156, 15.1457, 0.0159, -0.0069, -0.2112
Si, 6.7282, 9.6702, 14.8753, 0.0433, 0.0242, -0.1606
Si, 9.8733, 6.2951, 14.7409, 0.0993, -0.0025, -0.1299
Si, 18.3646, -11.6794, 29.4969, 0.0361, 0.0231, 0.1386
Si, 0.756, 10.625, 20.3674, 0.0124, 0.0078, -0.1964
Si, 28.311, -0.3672, 25.4025, -0.0113, -0.0104, -0.0662
Si, -8.8754, 4.8239, 24.9482, -0.0245, -0.0211, -0.1259
Si, 21.6626, 10.6493, 17.3007, -0.0156, 0.0085, -0.2891
Si, 23.755, -2.9252, 24.7902, 0.0139, 0.0123, -0.1605
Si, 20.0965, -10.0561, 25.5287, 0.0568, 0.0035, -0.0974
Si, 30.3963, -0.3098, 32.2766, 0.0606, -0.0079, 0.1811
Si, 20.7058, -13.7301, 28.6561, -0.0149, 0.0035, 0.1597
Si, 29.1549, -12.8909, 21.6196, -0.0066, -0.0044, -0.1966
Si, 25.7688, 12.0543, 34.5567, -0.0012, -0.0347, 0.202
Si, 37.1989, 6.7083, 17.7542, 0.0013, -0.0207, -0.1699
Si, 1.9293, -1.2554, 34.4206, 0.0215, -0.0216, 0.2451
Si, 35.77, -0.6856, 29.9931, -0.0391, 0.0735, 0.1625
Si, 33.4432, -11.2583, 31.8123, 0.0069, -0.0026, 0.1735
Si, 24.2087, -9.9537, 27.5668, -0.0052, -0.0148, 0.118
Si, 16.6702, 2.3867, 19.6602, -0.032, 0.0713, -0.1834
Si, 40.7278, -2.9444, 33.4238, 0.0429, -0.0172, 0.2073
Si, 15.6641, -7.8306, 16.9745, -0.0007, -0.0033, -0.2003
Si, 19.9912, -19.7665, 34.2085, 0.02, 0.0253, 0.2358
Si, 26.7517, -9.6167, 23.4027, -0.016, -0.0095, -0.1751
Si, 7.1116, -3.0044, 24.5101, -0.0035, 0.0162, -0.1717
Si, 20.4967, -4.2905, 31.2743, -0.0275, -0.0168, 0.2229
Si, 23.7959, -2.7993, 21.5551, 0.0328, -0.0143, -0.2125
Si, 34.0597, -19.1112, 31.7224, 0.0112, -0.0262, 0.1554
Si, 4.7732, -13.3766, 26.267, -0.0024, -0.0041, 0.0246
Si, 17.0028, -16.3622, 19.8856, -0.0218, 0.0201, -0.122
Si, 17.4841, -6.8594, 27.6042, -0.0028, -0.0162, 0.125
Si, 39.0224, -7.3276, 30.4931, -0.0312, -0.0279, 0.1348
Si, 4.1656, -9.2186, 31.5463, -0.0548, -0.0022, 0.1734
Si, -0.7925, 12.2339, 22.6366, 0.0177, 0.012, -0.1828
Si, 10.8054, 4.544, 33.298, 0.0077, 0.0212, 0.2748
Si, 41.39, -3.8739, 19.7449, -0.0356, 0.0114, -0.1549
Si, 15.076, -7.8822, 25.8488, 0.003, -0.0297, -0.0392
Si, 52.0363, -15.706, 26.4705, -0.0032, 0.0189, 0.0327
Si, 28.4295, -15.4625, 31.3108, 0.0959, 0.0443, 0.1397
Si, 14.0278, -9.3883, 21.0857, 0.0169, 0.0128, -0.1433
Si, 34.9307, -16.9797, 17.7471, 0, 0.0058, -0.2207
Si, 11.0719, 2.6158, 29.0088, 0.0247, -0.0074, 0.1685
Si, 26.8135, -13.6439, 29.2825, 0.009, -0.0082, 0.1356
Si, 40.8884, 2.0174, 28.9795, 0.0008, -0.001, 0.139
Si, 22.9846, -7.3037, 22.2965, -0.0178, -0.015, -0.1892
Si, -10.2531, 5.6046, 20.2625, -0.0074, 0.0073, -0.1699
Si, -2.1688, 19.1263, 16.905, 0.0108, -0.0012, -0.1663
Si, 21.2911, 3.6865, 26.4111, -0.0015, -0.0208, 0.0502
Si, 0.3356, -1.1606, 26.6095, 0.021, -0.0012, 0.052
Si, 37.4849, -2.9373, 20.3404, 0.0004, -0.0607, -0.1781
Si, 29.1973, -20.645, 21.6295, -0.0216, -0.0182, -0.1551
O, -6.5358, 6.4959, -0.4298, -0.0319, 0.0318, -0.097
O, 10.0556, 1.0102, -19.87, 0.0498, -0.0274, 0.1571
O, -0.8295, 12.0385, -1.1624, -0.0496, 0.0638, -0.0968
O, 38.7339, -1.9849, -15.7038, 0.0417, 0.0419, 0.0689
O, 24.0882, -18.9255, -15.0001, -0.0225, 0.0306, 0.0601
O, 12.4207, -0.6444, -5.9707, 0.0228, -0.015, -0.1085
O, -0.5204, 5.3501, -4.4146, -0.0222, 0.0201, -0.1305
O, 12.3315, 3.9515, -0.3351, -0.0198, -0.0072, -0.0716
O, 5.5458, 3.3414, -9.7586, 0.0087, 0.0016, -0.0231
O, 12.3206, -1.3771, -3.4777, -0.0298, 0.0095, -0.1603
O, 7.6828, 10.4431, -14.441, 0.0272, 0.0118, 0.0657
O, -2.8438, 9.5583, -2.9862, -0.0261, 0.0105, -0.0659
O, -10.2285, -11.9357, -0.9752, 0.0409, -0.045, -0.0852
O, 18.7073, 2.8544, -6.0546, 0.0237, -0.0082, -0.05
O, 26.1736, 1.7133, -3.2549, 0.0261, 0.0253, -0.1505
O, 32.5122, -10.5225, 21.5348, -0.0514, 0.0299, 0.0958
O, 1.3451, 10.3505, 16.6221, -0.0284, 0.0217, 0.1357
O, 3.5122, 3.7604, 17.7033, -0.0122, -0.003, 0.0753
O, 4.7457, -3.1966, 27.7384, -0.0127, -0.0154, -0.0737
O, 4.0786, 12.7763, 16.0963, -0.006, 0.0255, 0.0937
O, 17.9979, 5.4585, 27.0725, -0.009, 0.0246, -0.0268
O, 31.9893, -15.3914, 19.7181, 0.0283, -0.0121, 0.038
O, 9.8281, 10.5084, 26.396, -0.0271, -0.0077, 0.0005
O, 9.409, -3.899, 16.1513, -0.0531, 0.0246, 0.1118
O, 33.5559, -6.9766, 25.6351, -0.0042, -0.0161, 0.0242
O, 7.4429, -2.0354, 16.106, 0.0204, -0.057, 0.1029
O, 31.5832, -1.4979, 17.111, 0.0143, 0.0015, 0.0812
O, 14.6097, 11.758, 22.4645, 0.0265, -0.0118, 0.1034
O, 11.1339, -6.3817, 21.3787, -0.0034, -0.049, 0.1003
O, 1.5235, -0.0701, 26.7033, -0.0053, -0.0143, -0.0491
O, 36.1958, -2.4235, 21.13, -0.054, 0.0303, 0.0876
O, 14.2208, 0.0401, 28.5672, 0.0065, 0.0253, -0.1001
O, 2.1987, 11.3334, 20.3359, 0.0204, 0.0165, 0.0463
O, 13.7762, -2.5041, 15.5532, -0.0758, 0.0264, 0.0608
O, 3.3967, 4.3947, 25.6538, 0.0145, 0.0193, 0.0285
O, 17.8756, 12.2901, 20.0965, 0.0389, -0.0406, 0.0539
O, 1.9838, 8.1546, 23.1743, -0.0022, -0.0031, 0.1533
O, 7.6626, 5.8361, 20.0584, 0.016, -0.0105, 0.0276
O, 0.4704, -1.929, 14.6659, -0.0579, -0.0544, -0.0354
O, 29.2243, -21.1526, 28.7157, -0.0235, -0.0037, -0.0619
O, -1.4712, 4.8634, 25.9907, -0.0035, -0.0033, -0.0229
O, 7.5734, -20.9315, 25.7199, -0.0013, 0.0199, 0.0195
O, 18.4869, -0.3924, 31.0526, -0.067, -0.0042, -0.1243
O, 16.5579, -14.2084, 25.188, -0.0175, -0.0121, 0.0348
O, 8.7596, 12.8473, 21.966, 0.026, 0.013, 0.06
O, 11.3402, 3.1314, 30.5038, -0.0516, 0.0293, -0.1091
O, 26.1344, 1.8133, 20.1068, -0.0362, -0.0316, 0.0777
O, 23.7775, 4.4767, 23.3723, 0.0459, 0.0487, 0.1264
O, 12.1638, -6.3858, 16.5066, 0.0494, -0.0213, 0.1848
O, 25.4265, -13.0883, 29.9203, 0.0313, -0.0529, -0.0492
O, 17.136, -27.9068, 31.5872, -0.0068, -0.0147, -0.0441
O, 48.7296, -15.3646, 20.7694, -0.0109, 0.0083, 0.0801
O, 24.6073, 10.9499, 34.5501, -0.0147, 0.0004, -0.0785
O, 5.9279, -6.684, 29.0679, -0.0001, 0.0274, -0.1066
O, 7.5633, -34.1892, 24.9575, 0.0227, 0.0052, 0.0461
O, 38.7537, -12.4309, 29.2683, -0.0143, 0.0056, -0.0519
O, 8.6322, -2.694, 20.8562, -0.0002, 0.0513, 0.0946
O, 6.3847, 4.3737, 36.0338, 0.0448, -0.0596, -0.07
O, 34.3328, -15.1499, 20.9666, 0.0252, 0.0328, 0.0754
O, 15.4864, 7.9994, 18.7264, 0.0091, 0.0572, 0.0924
O, 14.1927, -13.2753, 25.5792, 0.0044, 0.0114, 0.0241
O, 11.59, 8.7741, 25.3582, -0.0191, -0.0066, -0.001
O, 29.9612, -4.0372, 25.0905, 0.0283, -0.0193, 0.0282
O, 28.8405, -13.8337, 22.9011, -0.0115, -0.0469, 0.1304
O, 32.4783, -7.0689, 28.0055, -0.0247, 0.0461, -0.0636
O, 38.8907, -20.0165, 22.5149, -0.031, 0.0272, 0.085
O, 33.6528, 30.8607, 20.7989, -0.0007, -0.0428, 0.0566
O, 27.3555, 5.6174, 18.3581, 0.047, -0.0486, 0.0334
O, 16.6426, 14.8675, 16.0314, -0.0316, 0.0427, 0.1332
O, 36.0185, -9.0249, 26.6354, 0.0089, 0.0208, -0.0223
O, 20.5484, -10.2971, 23.9918, -0.0198, -0.0392, 0.1071
O, 7.7777, 2.4473, 35.0044, 0.0202, -0.0433, -0.1367
O, 21.8615, -0.0391, 18.8991, 0.0195, 0.0246, 0.1929
O, 19.034, -4.6636, 30.6685, -0.0353, -0.0105, -0.0829
O, 5.6088, -11.0147, 15.4042, 0.0127, 0.0045, 0.07
O, 15.4209, -19.322, 24.3801, -0.0107, 0.0589, 0.0591
O, 46.4476, -8.305, 31.1627, 0.0284, 0.0246, -0.0877
O, 32.927, -8.3893, 23.0225, -0.0124, -0.0005, 0.0868
O, 32.6912, 5.5053, 34.6172, -0.0112, -0.0171, -0.2118
O, 16.1858, -21.2868, 35.1803, -0.0222, 0.033, -0.1151
O, 30.4403, -20.6293, 32.9362, -0.0276, -0.0295, -0.1385
O, 14.8283, 0.1326, 31.1159, 0.0194, -0.0612, -0.075
O, 24.7545, -4.6431, 17.7052, -0.0316, 0.0405, 0.0701
O, 19.1626, -3.2188, 18.3393, -0.0306, -0.0366, 0.1484
O, 4.9323, -3.9552, 16.2095, 0.0499, -0.0094, 0.1342
O, 20.6758, -9.259, 29.0556, -0.0091, -0.0267, -0.038
O, 11.8614, 1.185, 32.2682, 0.0027, 0.0096, -0.0428
O, 8.1069, -8.2496, 15.5589, 0.0002, 0.0322, 0.0581
O, 20.2616, -3.3222, 32.5548, 0.0468, -0.0188, -0.104
O, 16.8569, 14.7588, 20.2903, 0.0102, -0.0212, 0.0763
O, 10.094, -11.5594, 31.7097, 0.0082, -0.0111, -0.0642
O, 6.7855, -1.377, 36.0658, 0.0087, 0.0093, -0.0778
O, 44.8413, -7.1237, 32.9032, 0.0364, -0.0188, -0.087
O, 45.337, -4.489, 25.1409, 0.0003, 0.0121, 0.0512
O, 20.0764, -3.8902, 27.5901, -0.0238, -0.0287, -0.0563
O, 38.4495, 2.4398, 18.0583, 0.0494, -0.0345, 0.1157
O, 20.6575, 14.2587, 33.6836, -0.0025, 0.0195, -0.0928
O, 23.2599, -9.028, 28.4739, 0.0228, -0.0133, -0.0548
O, 27.2975, -22.8133, 26.4946, -0.003, 0.0078, 0.0263
O, 28.5758, -25.4732, 32.6913, -0.0726, -0.0506, -0.1123
O, 52.2346, -23.5403, 29.0624, 0.0162, -0.0135, -0.0572
O, 5.4926, -0.0091, 24.219, 0.0149, -0.0352, 0.0693
O, 32.8312, -23.8431, 27.9496, 0.0223, 0.0084, -0.0335
O, 55.8033, -6.1116, 19.0747, -0.0474, 0.0065, 0.1235
O, -2.708, -3.3295, 34.9998, -0.0017, -0.0697, -0.1978
O, 31.6102, -8.6564, 26.0221, -0.0074, 0.0072, 0.0067
O, -7.4055, 2.4203, 35.4136, 0.0618, -0.0033, -0.0926
O, 10.3584, 29.0678, 30.0115, 0.0316, 0.0281, -0.1093
O, 27.3928, -14.8084, 30.2538, -0.0524, 0.0241, -0.078
O, 2.7326, 8.3037, 34.8733, -0.0157, 0.0169, -0.1446
O, 38.0847, -8.5762, 30.8236, 0.0553, 0.0227, -0.0693
O, 29.6374, -18.753, 27.7639, 0.0102, 0.0127, -0.0989

Results
free energy: -155991.836 eV
free energy less fixed offsets of O -570.45, Si -639.56 eV per atom: -4.796 eV

The program warned: the cutoff lies below the one the program advises for these potential files; the forces do not sum to zero within the program's tolerance; empty levels may hold ghost states of the PAW files; the exchange-correlation potential is rough where the density is thin.
